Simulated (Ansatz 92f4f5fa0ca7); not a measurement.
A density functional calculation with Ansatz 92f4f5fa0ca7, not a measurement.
Periodic cell of 148 atoms, Si92O56, from a study of silicon, its oxide and their interface. The atomic structure is a simulated model.

Settings
functional: r2SCAN
potential files: Ansatz norm-conserving
basis: plane waves
wave-function cutoff: 1300 eV
density cutoff ratio: 4
exchange-correlation grid ratio: 1
k mesh: 2 x 2 x 1, shifted by 0.5 0.5 0.5 of a step
self-consistency stop: 5e-08 eV per atom in the density residual
occupations: Fermi-Dirac, 0.05 eV
spin: none
net charge: 0

Cell vectors (angstrom)
a, 10.88, 0, 0
b, 0, 10.88, 0
c, 0, 0, 22.5974

Atoms: element, x, y, z (angstrom)
Si, 0.127, -0.1132, 0.1945
Si, 2.5289, 3.2731, 0.0757
Si, -0.0057, 5.5889, 0.3712
Si, 2.555, 8.4424, 0.0625
Si, 5.598, -0.1232, 0.3372
Si, 7.8332, 3.2774, 0.4616
Si, 5.4539, 5.2701, 0.1441
Si, 8.4438, 7.5117, 0.0313
Si, 1.3044, 1.6022, 1.3757
Si, 3.9753, 4.3089, 1.6841
Si, 1.5351, 6.9198, 1.4968
Si, 4.0095, 9.5014, 1.5274
Si, 6.6308, 1.6108, 1.6762
Si, 9.5251, 4.4219, 1.6757
Si, 6.8143, 6.7808, 1.5312
Si, 9.4444, 9.3138, 1.277
Si, -0.0944, 2.9377, 2.8849
Si, 2.8682, 0.2795, 2.7393
Si, -0.1336, 8.0748, 2.9597
Si, 2.5623, 5.4384, 2.9168
Si, 5.1681, 2.7907, 3.0852
Si, 8.181, -0.1056, 2.807
Si, 5.3655, 8.0957, 2.8349
Si, 8.0235, 5.3424, 3.2849
Si, 1.3908, 4, 4.1735
Si, 4.0087, 1.3694, 4.327
Si, 1.523, 9.6315, 4.0239
Si, 3.9589, 6.7996, 4.2447
Si, 6.749, 3.9235, 4.5074
Si, 9.5448, 1.1416, 4.3353
Si, 7.0361, 9.3598, 4.2465
Si, 9.484, 6.8573, 4.3644
Si, 0.1836, -0.1023, 5.459
Si, 2.4444, 2.6038, 5.7635
Si, -0.0793, 5.2462, 5.7215
Si, 2.4184, 8.1059, 5.4737
Si, 5.6042, -0.0253, 5.5608
Si, 8.2807, 2.5936, 5.5419
Si, 5.3068, 5.5696, 5.7773
Si, 8.3529, 8.201, 5.8692
Si, 1.1985, 1.277, 7.1145
Si, 4.0679, 4.0088, 6.8899
Si, 1.3325, 6.8579, 6.9526
Si, 4.2183, 9.3697, 6.941
Si, 7.1497, 1.0606, 6.8676
Si, 9.3791, 3.8984, 7.0842
Si, 6.7645, 6.7789, 7.1918
Si, 9.6438, 9.7101, 6.9501
Si, -0.1649, 2.6989, 8.5016
Si, 2.8491, -0.2143, 8.1213
Si, -0.0722, 8.2205, 8.4281
Si, 2.708, 5.4018, 8.0938
Si, 5.5266, 2.5683, 8.2243
Si, 8.1185, -0.2271, 8.6049
Si, 5.7311, 8.3008, 8.518
Si, 7.9861, 5.3148, 8.627
Si, 1.2498, 4.1952, 9.6331
Si, 4.0555, 1.3228, 9.4298
Si, 1.3836, 9.4693, 9.7231
Si, 4.1349, 6.7542, 9.3016
Si, 6.81, 3.6927, 9.682
Si, 9.5686, 1.081, 9.9718
Si, 6.833, 9.5154, 10.2407
Si, 9.4007, 6.6661, 9.872
Si, -0.0022, -0.3349, 11.2602
Si, 2.8728, 2.8661, 10.7535
Si, 0.1162, 5.5762, 11.0623
Si, 2.6741, 7.7677, 10.8258
Si, 5.2138, 0.4961, 11.1987
Si, 7.6913, 2.2138, 11.2767
Si, 5.1931, 5.1018, 10.8283
Si, 8.5206, 8.5541, 11.4346
Si, 2.3774, 1.0207, 13.0223
Si, 1.7367, 4.6903, 17.6455
Si, 1.9395, 9.0271, 16.3268
Si, 10.4607, 10.8461, 15.5261
Si, 6.8023, 0.6527, 19.1989
Si, 9.1693, 2.4175, 14.2707
Si, 3.1905, 3.0909, 15.4957
Si, 2.6422, 2.178, 18.0372
Si, -1.3792, 1.655, 20.6899
Si, 6.8239, -4.498, 13.1562
Si, 2.4682, 7.8101, 13.6653
Si, -1.2897, 5.1997, 13.8747
Si, 8.2581, 1.313, 16.6114
Si, 15.401, -5.1509, 14.948
Si, 10.5981, 2.8153, 18.106
Si, 4.1473, 1.3952, 20.4997
Si, 6.8779, -1.7686, 20.796
Si, -11.1185, 7.8828, 14.839
Si, 3.4733, 7.0611, 17.6414
Si, 4.4688, 7.1683, 20.5653
O, 1.5478, -1.1216, -0.2384
O, -0.4045, 0.5695, -1.1601
O, -5.2201, 1.6716, -2.9287
O, 4.3872, 0.211, -0.9713
O, -0.9893, 6.6304, -0.4971
O, 1.4461, 4.4381, -0.3684
O, 3.0168, 7.6088, -1.3033
O, -1.0476, 17.3402, -7.7606
O, 6.7182, -0.6366, -0.6133
O, 15.2068, -4.4133, -6.1789
O, 6.6265, 4.1605, -0.2184
O, 8.8897, 2.6943, -0.641
O, 5.5502, 8.3276, -1.6195
O, 4.4913, 7.0459, -3.6351
O, 8.2652, 8.3186, -1.4436
O, 0.7182, 7.8489, -6.3619
O, 3.2526, -2.5965, 12.3623
O, 1.2206, -0.0836, 12.5431
O, 1.9132, 2.2202, 11.8896
O, 2.5857, 2.1963, 14.3586
O, 3.1823, -4.5285, 14.2039
O, -1.9852, 2.6251, 12.6123
O, 1.3153, 6.7331, 11.0496
O, 3.0776, 1.1583, 19.2865
O, 3.8872, 0.5966, 12.3803
O, 9.2399, -0.0379, 16.6502
O, 6.2468, 1.614, 11.9348
O, 10.7696, 5.1326, 12.7178
O, 4.0967, 3.889, 10.9858
O, 11.9085, -0.3424, 16.2626
O, 5.7296, 5.8287, 12.1651
O, 9.762, 9.5881, 11.9995
O, 3.6818, 2.1144, 16.794
O, 7.4567, -3.1606, 12.6035
O, 11.9105, 1.9624, 17.8826
O, 2.7093, 3.6944, 18.5393
O, -1.2384, 3.8426, 14.6522
O, -8.8541, 4.1437, 16.0122
O, 0.0803, 15.2458, 18.0358
O, 13.6495, -2.0144, 14.9384
O, 8.1377, -5.4513, 13.1362
O, 10.5041, 1.3894, 14.7562
O, 9.2991, 2.4851, 17.3339
O, 9.823, 9.2303, 14.8967
O, 7.8041, 1.9471, 15.1485
O, 11.7276, 7.7392, 13.5631
O, -0.6052, 2.4458, 19.659
O, 6.7328, -1.0524, 19.331
O, 15.3806, -6.8053, 15.1713
O, -8.8225, 6.2873, 17.8209
O, 5.9936, 6.4947, 14.4998
O, 3.4979, 2.6941, 21.4039
O, 7.1017, 1.0614, 17.638
O, 8.3228, 0.9102, 19.8929
O, 5.0902, 5.6858, 21.1813
O, 2.8067, 8.5209, 17.5358

Results
free energy: -36814.195 eV
free energy less fixed offsets of O -463.61, Si -117.95 eV per atom: -0.635 eV
pressure: -3.14 GPa
stress xx, yy, zz, yz, xz, xy (GPa, positive in tension): 4.62, 1.91, 2.89, 0.04, -0.01, -1.26

Forces (eV/angstrom), in the order of the atoms: element, x, y, z
Si, 2.4575, -1.4832, -0.0126
Si, 0.1356, -0.5534, -0.6668
Si, 2.7139, 0.3753, -1.3383
Si, -1.0615, 1.3503, -0.5748
Si, -3.5419, 2.1038, -0.463
Si, 0.6465, -0.539, -0.4932
Si, 1.6605, 0.2898, -0.0346
Si, 3.3517, 1.2098, -1.2691
Si, 0.0171, -0.0158, 0.325
Si, 0.5243, -1.6258, -1.4606
Si, -2.0049, -0.0088, 0.5967
Si, 1.4676, 0.0944, -0.0447
Si, 0.5045, -1.2167, -0.0475
Si, -1.9728, -1.3021, 1.2509
Si, -0.8614, -1.7236, -0.1256
Si, 0.347, 0.3455, 1.0789
Si, -0.2028, -2.7107, -0.3576
Si, -1.4863, -0.9685, -0.8245
Si, 1.7525, 1.4464, -1.7523
Si, 0.7886, 1.6377, 0.5941
Si, 1.4216, 1.1299, -0.816
Si, -0.0906, 0.5816, -0.5877
Si, 0.734, 0.7486, 0.7953
Si, 0.8426, 1.9866, -1.9703
Si, -1.0736, 0.2735, 2.1116
Si, -0.115, -0.408, 2.1467
Si, -0.9662, -0.5531, -0.5416
Si, 0.1988, -0.295, 0.0571
Si, -1.7033, 0.7469, -0.1579
Si, 0.4736, 1.3624, -2.4404
Si, -1.9224, 0.1018, 0.0867
Si, -0.2809, -1.7432, 1.3949
Si, -0.2228, 0.9645, 1.2997
Si, 1.9853, 0.6232, -1.276
Si, 0.5343, 1.1537, -0.5511
Si, 2.9052, 0.8617, 0.0807
Si, -0.6396, -1.1565, -0.5171
Si, -0.2569, -0.5379, 1.0415
Si, 0.8573, -0.508, -0.9828
Si, -1.2967, -0.9963, -0.7032
Si, 0.1732, -0.6183, 0.1081
Si, -0.2846, -1.0353, 0.4535
Si, -1.9278, -1.1423, 0.5387
Si, 0.5561, -0.3477, -1.3363
Si, -1.8179, 1.3623, 1.6245
Si, 0.0904, 1.4002, 0.1409
Si, 1.3199, 0.1053, -0.5873
Si, -0.2441, -1.2215, 1.5566
Si, 0.4648, -1.1276, 0.5747
Si, -1.7983, 1.3698, 1.7021
Si, -0.0383, -1.13, -0.6064
Si, -0.7065, 0.1438, 0.7376
Si, 0.2769, -0.6123, -1.9737
Si, 1.1148, 0.7876, -0.7259
Si, -1.5901, -0.2187, 0.1753
Si, 0.7926, -0.1743, -1.5981
Si, 0.7407, -0.9809, -0.5866
Si, -0.8193, -0.2832, -0.1918
Si, 1.1816, -0.1515, -0.1615
Si, 0.7406, -0.4989, 2.022
Si, -0.2761, 1.637, 1.7335
Si, -1.3399, 1.4307, 0.0349
Si, -1.1079, 1.2248, -0.4962
Si, -0.1076, 2.2289, 0.2184
Si, 2.0715, -0.0015, 1.2502
Si, -1.3552, 0.2531, -1.4607
Si, 1.398, 0.3824, 2.5987
Si, -1.9022, -0.0652, 0.3182
Si, -0.8298, 0.3949, 2.11
Si, 2.3445, -0.2627, 1.6411
Si, 0.0711, -0.3315, -1.9685
Si, -0.4821, -2.2789, 1.1853
Si, 1.1061, 2.8877, -2.7981
Si, -1.5106, -0.0905, -1.0422
Si, -4.1541, -0.1306, -2.0606
Si, -0.8766, -4.0671, 1.7641
Si, 3.4649, -0.9479, -0.4749
Si, -0.673, -2.0164, -1.9772
Si, 0.9034, 1.0686, 1.7935
Si, 0.05, -1.9597, 2.2031
Si, -2.529, -0.6602, 3.7857
Si, 1.8433, -0.3976, -0.1758
Si, 0.686, -1.1492, 3.1413
Si, 0.1215, 1.8774, -2.5934
Si, 2.3715, 0.8335, 1.938
Si, -0.2462, 2.0254, 1.1844
Si, -0.3606, 0.0751, 2.5468
Si, 0.1667, 1.035, 1.4509
Si, 1.2412, 1.6935, -0.2364
Si, 2.3023, -1.9819, 1.2726
Si, 0.9895, -0.8226, 0.9312
Si, 0.5382, -0.8611, 1.4536
O, -1.0673, -0.4888, 0.2923
O, -0.7584, 0.359, -0.6158
O, -2.0839, -0.8306, 1.7087
O, 0.6391, 1.0704, -0.1217
O, -1.2742, -0.4087, 1.0014
O, -1.7707, 0.7778, 0.4995
O, 1.4042, 0.0357, -0.2154
O, 0.0223, 1.1019, 0.1707
O, 2.8225, -1.0745, -1.1447
O, 0.053, -0.187, 0.5436
O, 0.4053, -0.5084, 0.3626
O, 0.4257, -1.7379, -2.1324
O, -2.3063, -2.6539, 0.1795
O, -1.6185, -0.0657, -0.6355
O, -1.7479, -0.5546, 0.1185
O, 0.0777, 1.5651, -1.583
O, -0.6561, -0.6458, -2.0161
O, -0.4697, 0.5783, 0.8661
O, 0.8676, -0.4488, 1.1415
O, -0.5213, -3.5489, -2.8451
O, 0.1631, 0.4482, -1.2768
O, -2.0467, -1.5963, 0.4133
O, 1.4426, 0.5631, 0.4828
O, 0.5187, 0.4969, -0.6828
O, 0.0421, -0.637, 0.4696
O, -0.2774, 2.0665, -1.3908
O, 1.2111, -0.5931, -1.0355
O, -0.5867, 0.5022, -1.9702
O, 0.1518, 0.8042, 1.8246
O, 1.1878, -1.844, -0.6508
O, -1.3303, -1.0655, -1.2283
O, -1.6887, -1.4892, -0.4584
O, -1.3017, 0.2329, -1.2682
O, 2.0401, 3.4875, -1.5188
O, 1.7462, -1.3627, -1.6708
O, -0.4418, 2.363, 0.0429
O, 0.6721, 0.7025, 2.0273
O, -0.1025, 0.2742, 2.1356
O, 3.2282, 1.6585, -1.1076
O, 0.1582, 0.2439, -0.8176
O, 0.2297, -0.9896, 0.871
O, -2.0481, 0.2123, -1.3215
O, -2.6775, -1.5087, -2.6562
O, 0.9085, 3.2411, -0.508
O, 2.0931, -0.6698, 0.0881
O, -0.0579, 0.2995, 0.6118
O, 1.8189, 2.2623, -1.4188
O, -0.0164, 2.2348, 0.4211
O, -0.4446, 1.0733, -1.0761
O, 0.2225, -2.9279, 0.5476
O, -2.1027, -1.5583, 1.5493
O, 0.164, -0.6278, -0.2051
O, -1.6724, -0.4919, 0.4027
O, -2.0872, -0.2355, 0.1909
O, -1.6921, 2.4125, 0.0696
O, 1.3725, 1.9873, 0.5545
